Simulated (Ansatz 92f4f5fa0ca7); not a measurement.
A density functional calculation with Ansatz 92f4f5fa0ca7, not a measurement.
Periodic cell of 240 atoms, Si147O87H6, from a study of silicon, its oxide and their interface. The atomic structure is a simulated model.
Doubt: the cutoff is far below the 930 eV that the study's wrapper takes by default for these files, so forces and energies are approximate.
This geometry differs little from another in the collection (a relaxation step or a small displacement).

Settings: functional PBE; potential files Ansatz PAW; basis plane waves; wave-function cutoff 580 eV; density cutoff ratio 5; exchange-correlation grid ratio 1; k mesh 1 x 1 x 1, Gamma-centred; self-consistency stop 5e-08 eV per atom in the density residual; occupations fixed; spin none; net charge 0.

Cell vectors (angstrom)
a, 11.6015, 0, 0
b, 0, 10.938, 0
c, 0, 0, 32.7557

Atoms and the computed forces on them: element, x, y, z (angstrom), force x, y, z (eV/angstrom)
Si, -0.0025, -0.1522, 24.3109, 0.0003, -0.0032, 0.0037
Si, 3.766, 0.0416, 23.9903, -0.0047, -0.0024, -0.0038
Si, 7.6971, 0.1615, 24.0936, -0.0138, -0.0118, -0.0034
Si, 1.8202, 1.3258, 24.2471, -0.0067, 0.0108, -0.0056
Si, 5.7489, 1.4404, 24.1139, 0.0042, 0.011, -0.0019
Si, 9.7906, 1.3089, 24.097, 0.0121, 0.0071, -0.0098
Si, 0.1607, 5.3886, 23.9753, -0.0074, -0.0037, -0.003
Si, 4.2148, 5.5615, 23.8151, 0.006, -0.0113, -0.0047
Si, 7.9323, 5.4866, 24.1599, 0.0028, 0.0038, 0.0032
Si, 2.1096, 6.7507, 23.9191, -0.0094, 0.0133, -0.0085
Si, 6.1176, 6.9717, 24.0006, 0.0042, 0.0119, -0.0137
Si, 9.8707, 6.8003, 24.1052, -0.0032, 0.001, 0.002
Si, 1.9997, 2.7932, 26.0588, 0.0085, 0.0107, 0.004
Si, 5.7647, 2.8005, 26.0287, 0.0143, 0.002, 0.0013
Si, 9.7012, 2.7207, 26.0075, 0.0103, 0.0093, 0.0076
Si, 0.0443, 4.0998, 25.9833, -0.0001, -0.0059, 0.0053
Si, 3.9099, 4.2335, 25.8861, -0.0004, -0.0089, 0.0101
Si, 7.7661, 4.0778, 26.0306, -0.005, -0.0049, 0.0019
Si, 2.082, 8.0733, 25.9649, -0.0018, 0.0054, 0.0032
Si, 5.9051, 8.2817, 25.959, -0.0015, 0.0066, 0.0079
Si, 9.7472, 8.1604, 26.0316, -0.0013, 0.0074, 0.0004
Si, 0.1202, 9.3985, 26.1338, -0.0017, -0.0017, -0.0011
Si, 3.9237, 9.5875, 25.9423, -0.0051, -0.0099, 0.01
Si, 7.8537, 9.6186, 25.9703, -0.0045, -0.0065, 0.0055
Si, 0.0779, -0.012, 27.9392, -0.0059, 0.0056, -0.0011
Si, 3.9167, -0.0087, 27.9125, -0.0046, 0.0014, -0.0044
Si, 7.7878, 0.0179, 27.9212, -0.0082, 0.0037, -0.0056
Si, 2.0034, 1.37, 27.9462, 0.003, -0.0045, -0.0013
Si, 5.8335, 1.3728, 27.9191, 0.0006, -0.0037, -0.0014
Si, 9.7322, 1.3502, 27.9316, 0.0021, -0.0026, -0.0059
Si, 0.0221, 5.4734, 27.9151, 0.0056, 0.0068, -0.0001
Si, 3.9095, 5.4832, 27.9072, 0.0035, 0.0016, -0.0048
Si, 7.7396, 5.4656, 27.9368, 0.0017, 0.0037, 0.0003
Si, 1.9793, 6.8082, 27.9435, 0.0005, -0.0018, -0.0051
Si, 5.8316, 6.8663, 27.892, -0.0026, -0.0047, 0.0001
Si, 9.6752, 6.8086, 27.9476, -0.0021, -0.0014, -0.0045
Si, 1.9336, 2.7345, 29.8565, 0.0538, 0.068, 0.1657
Si, 5.8008, 2.7345, 29.8565, 0.0188, -0.0527, 0.0541
Si, 9.6679, 2.7345, 29.8565, 0.1087, -0.0014, -0.0196
Si, 0, 4.1018, 29.8565, 0.0155, -0.0292, -0.0678
Si, 3.8672, 4.1018, 29.8565, 0.1184, -0.0192, -0.1879
Si, 7.7343, 4.1018, 29.8565, -0.0794, -0.0571, 0.0607
Si, 1.9336, 8.2035, 29.8565, 0.0115, 0.0329, 0.0021
Si, 5.8008, 8.2035, 29.8565, 0.0205, 0.0427, -0.091
Si, 9.6679, 8.2035, 29.8565, -0.0137, 0.0111, 0.0009
Si, 0, 9.5708, 29.8565, 0.0851, -0.0409, 0.1908
Si, 3.8672, 9.5708, 29.8565, 0.0584, -0.0677, -0.0439
Si, 7.7343, 9.5708, 29.8565, -0.0012, 0.0608, -0.0686
Si, 0, 0, 31.79, -0.0078, 0.0787, 0.0591
Si, 3.8672, 0, 31.79, -0.0057, 0.1027, 0.0134
Si, 7.7343, 0, 31.79, -0.0049, -0.0131, -0.0389
Si, 1.9336, 1.3673, 31.79, 0.0084, -0.0719, 0.0595
Si, 5.8008, 1.3673, 31.79, -0.0009, 0.0077, -0.0578
Si, 9.6679, 1.3673, 31.79, -0.0193, -0.0413, 0.0218
Si, 0, 5.469, 31.79, 0.0162, 0.058, -0.0129
Si, 3.8672, 5.469, 31.79, -0.0034, 0.0451, -0.0402
Si, 7.7343, 5.469, 31.79, 0.0074, 0.01, 0.0041
Si, 1.9336, 6.8362, 31.79, 0.0029, -0.0528, 0.0044
Si, 5.8008, 6.8362, 31.79, 0.0036, -0.051, -0.0403
Si, 9.6679, 6.8362, 31.79, 0.0041, -0.009, 0.0247
Si, 1.9336, 2.7345, 0.9679, -0.0471, -0.0546, 0.2715
Si, 5.8008, 2.7345, 0.9679, -0.0673, 0.0354, -0.1609
Si, 9.6679, 2.7345, 0.9679, 0.0264, 0.029, 0.0316
Si, 0, 4.1018, 0.9679, -0.0034, -0.0683, -0.0541
Si, 3.8672, 4.1018, 0.9679, -0.106, -0.0137, -0.1592
Si, 7.7343, 4.1018, 0.9679, 0.0009, 0.0332, 0.0947
Si, 1.9336, 8.2035, 0.9679, -0.0369, 0.0517, -0.0423
Si, 5.8008, 8.2035, 0.9679, -0.0834, 0.021, -0.0247
Si, 9.6679, 8.2035, 0.9679, 0.0184, -0.0221, -0.0357
Si, 0, 9.5708, 0.9679, -0.0383, -0.0038, 0.3076
Si, 3.8672, 9.5708, 0.9679, -0.089, -0.0413, 0.098
Si, 7.7343, 9.5708, 0.9679, 0.044, -0.0782, -0.2468
Si, -0.0373, -0.0127, 2.9588, 0.0001, 0.0039, 0.0051
Si, 3.814, -0.0124, 2.9261, -0.0006, 0.0038, 0.005
Si, 7.7116, 0.0245, 2.8441, 0.0004, 0.003, 0.0047
Si, 1.8837, 1.3598, 2.9478, 0.0001, -0.0037, 0.0053
Si, 5.7576, 1.3329, 2.8498, 0.0016, -0.0051, 0.0017
Si, 9.6495, 1.3715, 2.9073, 0.0022, -0.0004, 0.0048
Si, -0.0175, 5.4568, 2.8973, 0.0005, 0.0041, -0.0021
Si, 3.7918, 5.4669, 2.8841, 0.0023, 0.0064, -0.001
Si, 7.6935, 5.4944, 2.8988, 0.0016, 0.0067, 0.0026
Si, 1.8695, 6.8596, 2.9088, 0.001, -0.0035, -0.0002
Si, 5.7384, 6.8221, 2.8864, 0.0023, -0.0068, -0.0007
Si, 9.6588, 6.8262, 2.8948, 0.0047, -0.0045, 0.0007
Si, 1.8452, 2.6343, 4.9683, -0.0014, 0.0059, -0.0123
Si, 5.7519, 2.7099, 4.7379, -0.0041, 0.0072, -0.002
Si, 9.6244, 2.8125, 4.7929, -0.0018, 0.0043, -0.0104
Si, -0.0189, 4.1068, 4.8415, -0.0046, -0.0079, -0.0017
Si, 3.7823, 4.0215, 4.7566, -0.0042, -0.0012, -0.0023
Si, 7.6683, 4.1074, 4.8123, -0.0001, -0.0063, -0.0078
Si, 1.8229, 8.2305, 4.853, 0.0045, 0.0036, -0.0038
Si, 5.7438, 8.1972, 4.7976, -0.0055, 0.0083, 0.0019
Si, 9.6496, 8.2127, 4.8092, -0.0034, 0.0009, -0.0032
Si, -0.0738, 9.6796, 5.0139, -0.0051, -0.0059, -0.0109
Si, 3.7751, 9.5287, 4.859, -0.0025, -0.0046, -0.0049
Si, 7.6969, 9.5191, 4.6841, 0.0015, -0.004, -0.0077
Si, -0.3121, 0.1114, 7.1255, -0.0042, -0.0013, 0.0093
Si, 3.753, -0.0893, 6.8336, 0.0046, -0.011, -0.0016
Si, 7.724, -0.0184, 6.5362, -0.0066, -0.0114, -0.0031
Si, 1.8509, 1.3716, 7.1233, 0.0058, 0.0072, 0.0097
Si, 5.6937, 1.2004, 6.5475, 0.0036, -0.0013, -0.0102
Si, 9.4592, 1.5542, 6.7544, 0.0024, 0.0125, 0.0063
Si, -0.0542, 5.494, 6.7505, -0.0015, 0.0009, 0.0018
Si, 3.8171, 5.4625, 6.5922, 0.0032, -0.0054, -0.002
Si, 7.669, 5.4429, 6.768, -0.0031, -0.0065, 0.0078
Si, 1.8887, 6.8096, 6.7254, -0.0027, -0.0033, 0.0002
Si, 5.7489, 6.7873, 6.6814, -0.0038, 0.0046, 0.0034
Si, 9.5944, 6.809, 6.7159, 0.0029, 0.0119, 0.0004
H, 5.6755, 7.608, 7.9259, 0.002, 0.0016, -0.002
H, 11.523, 4.6267, 7.9757, 0.0017, -0.0054, 0.0017
H, 1.9712, 7.638, 7.9752, -0.0028, 0.0104, 0.0032
O, 10.6477, 10.1282, 8.4222, 0.0171, 0.0127, -0.0058
O, 9.574, 7.7371, 8.099, 0.0008, -0.007, -0.0018
O, 5.3324, 0.5436, 10.0742, 0.006, 0.0049, 0.017
O, 7.9951, 9.9346, 7.8653, -0.001, 0.0061, 0.0035
O, 3.8832, 4.4343, 7.885, 0.0017, 0.0043, 0
O, 4.0268, 9.9814, 8.2515, -0.0084, 0.0091, -0.0122
O, 7.6323, 4.5826, 8.1994, -0.0009, 0.0079, -0.0062
O, 9.1354, 2.3905, 8.1747, 0.0073, -0.0119, -0.0045
O, 2.1376, 2.4618, 8.3944, -0.0086, -0.014, -0.0069
H, 0.0354, 10.035, 23.0156, 0.0005, -0.0068, -0.003
H, 9.7855, 7.6706, 22.8873, 0.001, 0.0049, -0.001
H, 7.9345, 4.6274, 22.9378, 0.0003, -0.0081, -0.0064
O, 7.2916, 10.383, 22.6551, 0.0161, 0.0133, -0.0012
O, 10.3038, 2.1618, 22.7423, -0.0134, -0.0056, 0.0017
O, 3.5059, 10.0207, 22.6373, 0.0111, 0.0149, 0.0036
O, 4.6427, 4.6291, 22.4775, -0.0113, 0.0165, 0.0089
O, 6.4358, 7.8706, 22.6183, -0.0103, -0.0216, 0.0141
O, 1.8313, 7.8938, 22.7272, -0.0014, -0.0163, 0.0072
O, 11.6271, 4.4612, 22.578, 0, 0.0088, -0.0001
O, 6.0054, 2.3657, 22.75, -0.003, -0.0187, 0.0049
O, 1.47, 2.2822, 22.9246, 0.0069, -0.0049, 0.0001
Si, 8.2609, 3.3946, 9.123, -0.0021, 0.0035, 0.0016
Si, 3.3033, 8.3999, 11.939, 0.0001, 0.0007, -0.0076
Si, 7.3676, 11.845, 18.3088, -0.0014, 0.0003, -0.0017
Si, 11.2309, 4.4012, 15.91, 0.0033, -0.0044, -0.0074
Si, 3.0905, 5.5274, 11.2672, 0.0048, 0.0037, -0.0032
Si, 7.5884, 3.8928, 19.4283, 0.0024, -0.0002, 0.0068
Si, 5.655, 6.6324, 12.0948, -0.0005, 0.0008, -0.0121
Si, 6.9645, 9.1178, 21.7058, 0.0012, 0.0037, -0.0034
Si, 9.9291, 12.5044, 13.3059, -0.0002, -0.0022, -0.0087
Si, 4.0121, 3.6024, 19.2296, 0.0022, 0.0031, 0.0039
Si, 2.6239, 8.948, 21.7693, -0.0058, 0.0033, 0.0011
Si, 10.1995, 4.8289, 18.6222, 0.0008, -0.0012, 0.0039
Si, 4.6499, 1.3427, 17.2122, -0.0013, -0.0016, -0.0044
Si, 4.8771, 8.3892, 19.8475, 0.0026, -0.0011, 0.007
Si, 7.5192, 10.9587, 13.0944, 0.0036, 0.0042, -0.0079
Si, 9.8082, 6.2074, 13.8654, 0.0013, 0.0028, -0.0071
Si, 7.2104, -2.1686, 10.8604, -0.0038, 0.0028, -0.0092
Si, 0.9861, 3.2065, 19.3616, -0.0027, 0.0001, 0.0057
Si, 5.7361, 2.2989, 14.3314, -0.0018, 0.0001, -0.0068
Si, 2.2563, 8.357, 14.721, -0.0036, -0.001, -0.0052
Si, 4.6985, 10.0136, 9.7408, 0.0052, -0.0113, -0.0018
Si, 10.8403, 8.6169, 15.356, 0.0005, 0.0048, -0.0084
Si, 9.2564, 9.2382, 8.6445, -0.0147, -0.0052, 0.0009
Si, 12.3748, 12.7155, 14.6743, -0.0006, 0.0026, -0.0098
Si, 7.1712, 4.8281, 13.8288, 0.0048, -0.0011, -0.0093
Si, 5.5475, 3.5017, 21.6968, 0.0062, 0.0018, -0.003
Si, 15.6475, 7.7325, 17.0505, -0.0011, -0.0003, -0.0054
Si, 10.4059, 7.7844, 18.2352, -0.0002, 0.0015, -0.0004
Si, 5.7934, 6.0243, 18.4654, -0.0023, 0.0014, 0.0031
Si, 8.8356, 0.1152, 15.5627, 0.0008, 0.0008, -0.0112
Si, 5.6106, 2.0506, 9.5235, 0.0037, -0.0042, -0.0018
Si, 13.2246, 0.7805, 17.4327, 0.0004, 0.001, -0.0025
Si, 9.2341, 4.2529, 11.8501, -0.0005, -0.0019, -0.0045
Si, 3.1304, 14.611, 13.8088, -0.0009, -0.0064, -0.0078
Si, 3.1475, 3.5951, 9.053, 0.0084, 0.0056, 0.0036
Si, 0.4331, -1.2147, 19.636, -0.0043, 0.0035, 0.0073
Si, 9.0799, 9.7981, 19.8054, 0.0061, 0.0039, 0.0104
Si, 13.9317, -5.2636, 15.8808, -0.0009, 0.0021, -0.007
Si, 0.1009, 2.8553, 22.2324, 0.005, -0.0017, -0.0028
O, 7.6916, 4.2288, 12.3923, 0.0012, 0.0003, 0.0034
O, 5.1512, 1.556, 15.6671, 0.0004, 0.0024, 0.0001
O, 4.7539, -3.0148, 12.5155, -0.0016, 0.0007, 0.0037
O, 8.3918, 8.8349, 20.9383, -0.0033, -0.0041, -0.0066
O, 7.1183, 5.0904, 18.394, 0.0017, -0.0011, -0.0018
O, 9.2433, -2.0209, 18.4355, -0.0008, 0.0017, -0.0034
O, 7.0765, 2.618, 9.9773, 0.0024, 0.0044, 0.0112
O, 10.0232, 3.0319, 12.6075, -0.002, 0.0049, 0.0044
O, 13.6657, 6.7326, 14.655, 0.0002, 0.0016, 0.0043
O, 0.819, 8.9716, 15.1778, 0.0016, -0.0004, 0.0038
O, 7.7442, -0.6319, 14.5903, -0.0014, 0.0019, -0.0005
O, 1.0926, 2.1785, 18.0994, -0.0001, 0.0031, -0.0036
O, 2.7174, 4.6974, 12.6193, -0.0002, 0.0031, 0.0016
O, 8.68, 9.0288, 10.1758, 0.0071, 0.001, -0.0011
O, 6.9874, -1.1221, 12.0899, -0.001, -0.0057, -0.0012
O, 3.635, 8.0589, 20.849, -0.0004, -0.0001, -0.0088
O, 2.5178, 7.076, 11.3311, -0.0012, -0.0001, 0.0056
O, 10.0974, 10.0292, 15.6773, 0.0006, -0.0015, 0.0051
O, 8.3442, 5.7682, 14.4841, -0.0002, 0.0005, 0.0018
O, 11.4723, 11.9792, 13.5126, -0.0005, 0.0015, 0.0053
O, 6.453, 12.1805, 13.3122, -0.0005, 0.0008, 0.0041
O, 2.4686, 3.7487, 19.6507, 0.0038, 0.0062, -0.0039
O, 9.8577, 6.3924, 18.8263, -0.0019, 0.0009, -0.0048
O, 10.1607, 7.7993, 14.0858, 0, -0.0007, 0.0061
O, 0.1398, -2.7314, 19.0883, 0.0028, 0.0031, -0.0033
O, 5.6781, 2.1514, 7.9044, 0.0045, 0.0062, 0.0061
O, 5.8061, 9.5166, 20.5928, 0.0032, -0.0012, -0.0049
O, 4.6717, 2.8202, 20.5037, 0.0008, -0.0002, -0.006
O, 10.5964, 10.3007, 20.2207, -0.0011, 0.0001, -0.0075
O, 3.5307, 9.5629, 10.8098, -0.0044, 0.0007, 0.0076
O, 0.2882, 2.5025, 20.6527, -0.0065, -0.0015, 0.0072
O, 6.8746, 4.074, 20.8938, -0.0052, -0.0009, -0.0029
O, 3.2606, -6.4459, 15.2312, 0.0006, 0.0004, 0.0022
O, 4.5586, 5.1048, 18.9945, 0.0011, -0.0027, -0.0051
O, 7.2978, 13.4154, 18.6975, -0.001, 0.0019, -0.0035
O, 3.2409, 0.5493, 17.3947, 0.0006, 0.0003, 0.0021
O, 12.557, 10.5418, 18.3277, -0.0005, -0.003, -0.0008
O, 5.9573, -1.9667, 9.8177, 0, 0.0014, 0.0052
O, 6.7209, 3.5585, 14.7612, -0.0006, 0.0001, 0.0036
O, 9.8791, 5.707, 12.2945, -0.0021, -0.0004, 0.0013
O, 8.2672, 11.511, 16.998, -0.0031, 0.0035, 0.0068
O, 10.7038, 7.6263, 16.6494, -0.0007, 0.0001, -0.0001
O, 12.621, -5.9585, 16.5176, -0.0023, -0.0006, 0.0015
O, 4.178, 19.6371, 18.3772, 0, 0.0022, 0.0018
O, 13.6477, 2.4685, 13.9513, 0.0024, 0.0043, 0.0066
O, 2.5206, 8.9942, 13.2404, 0.002, 0.0013, -0.0008
O, 17.0617, -4.0969, 17.0599, 0.0002, 0.0005, 0.0007
O, 14.5316, 6.5287, 17.1352, 0.0013, 0.0009, 0.0005
O, 4.534, 2.9496, 13.4518, -0.0021, 0.0023, 0.0068
O, 9.2377, 23.396, 14.8071, -0.0012, 0.0007, 0.0022
O, 4.3571, 13.7461, 17.8592, 0.0001, 0.0041, 0.0008
O, 1.5481, 9.7396, 20.8202, 0.0048, -0.0025, -0.0049
O, 11.4471, 2.9015, 15.3792, 0.001, 0.0032, 0.0024
O, 7.0387, 7.2162, 11.4115, 0.0032, 0.0053, 0.0043
O, 12.7886, 11.6828, 15.8619, -0.0008, 0.0002, 0.0034
O, 8.9455, 0.571, 12.4458, -0.0015, 0.0009, 0.0064
O, 2.4101, 4.6978, 10.0252, -0.0021, -0.0061, -0.0047
O, 4.3063, 2.9125, 9.9899, -0.0069, 0.0054, 0.0073
O, 10.9211, -5.5959, 14.6435, -0.0015, 0.0048, 0.0042
O, 9.2686, 4.0472, 10.241, -0.0037, -0.0021, -0.0046
O, 5.9226, 5.8127, 13.4781, -0.0035, 0.0026, 0.0039
O, 4.7344, -5.2445, 11.0998, -0.003, -0.0014, 0.0056
O, 3.5432, 8.6358, 15.7564, -0.0009, 0.0012, 0.0012
O, 11.7164, 4.5356, 19.0766, -0.0002, 0.001, -0.0057
O, 9.1972, 4.003, 19.5978, -0.0026, 0.0004, -0.0079
O, 17.4139, 11.4321, 17.9986, 0.0028, 0.0003, -0.0023
O, 17.5272, 7.1519, 19.6422, -0.0004, 0.0055, -0.0052
O, 10.063, 4.3998, 17.0462, -0.0012, 0.0021, 0.0031
O, 8.0722, 0.1136, 19.5436, 0.0004, -0.0005, -0.0065

Results
free energy: -143021.546 eV
free energy less fixed offsets of H -15.97, O -568.88, Si -635.61 eV per atom: 1.504 eV

The program warned: the cutoff lies below the one the program advises for these potential files; the exchange-correlation potential is rough where the density is thin.
